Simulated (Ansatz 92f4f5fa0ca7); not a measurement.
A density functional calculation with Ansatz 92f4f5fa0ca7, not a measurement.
Periodic cell of 254 atoms, Si144O106N4, from a study of silicon, its oxide and their interface. The atomic structure is a simulated model.

Settings
functional: r2SCAN
potential files: Ansatz norm-conserving
basis: plane waves
wave-function cutoff: 1300 eV
density cutoff ratio: 4
exchange-correlation grid ratio: 1
k mesh: 2 x 2 x 1, shifted by 0.5 0.5 0.5 of a step
self-consistency stop: 5e-08 eV per atom in the density residual
occupations: Fermi-Dirac, 0.05 eV
spin: none
net charge: 0

Cell vectors (angstrom)
a 10.888 0 0
b 0 10.888 0
c 0 0 36.2162

Atoms and the computed forces on them: element, x, y, z (angstrom), force x, y, z (eV/angstrom)
Si 0.3143 -0.3626 0.325 0.0481 -0.0353 0.0752
Si 2.8589 2.5225 0.0398 0.0347 -0.0376 0.0966
Si -0.218 5.6939 0.0918 -0.0195 0.0244 0.0949
Si 2.4728 8.3553 0.0973 -0.0048 0.0093 0.1292
Si 5.0894 0.3055 -0.0251 -0.017 0.0265 0.1352
Si 8.0235 2.956 -0.1126 -0.0267 0.0208 0.1225
Si 5.7478 5.1389 -0.0355 0.0286 -0.0144 0.1381
Si 8.5266 7.9537 0.1069 0.0162 -0.0553 0.1175
Si 1.4218 1.3328 1.457 0.0099 0.003 0.0134
Si 4.1257 4.0547 1.3123 0.0081 0.0108 -0.0022
Si 1.3502 6.8025 1.4421 -0.0034 0.005 -0.0033
Si 4.0728 9.5506 1.3339 -0.005 -0.0038 0.0002
Si 6.8273 1.3578 1.2056 0.0143 -0.0148 0.0018
Si 9.5174 4.0749 1.3317 0.0067 0.005 0.0216
Si 6.8468 6.7797 1.2757 0.011 -0.0124 -0.003
Si 9.6115 9.4053 1.5733 0.0071 -0.0091 0.0097
Si -0.0096 2.7108 2.7011 0.0061 0.0004 -0.0098
Si 2.7731 -0.0174 2.803 -0.0006 -0.0014 0.0167
Si 0.0449 8.079 2.923 0.0023 0.0123 0.0179
Si 2.7691 5.4171 2.6903 0.003 -0.0086 0.0058
Si 5.4839 2.6827 2.6857 -0.0047 0.0048 0.0106
Si 8.1567 -0.0013 2.6625 0.009 0.0033 0.0042
Si 5.4666 8.1535 2.6332 0.0029 -0.0119 -0.0045
Si 8.1698 5.4357 2.7179 -0.0043 0.0051 0.0295
Si 1.379 4.0636 4.0544 -0.0094 -0.0023 -0.0154
Si 4.1345 1.3534 4.1068 0.0009 -0.0179 -0.011
Si 1.3975 9.5299 4.1624 0.0109 0.0063 -0.0031
Si 4.1114 6.8066 4.0441 -0.0156 0.0182 -0.0002
Si 6.8057 4.0755 4.0644 0.0011 0.0116 -0.0034
Si 9.5101 1.3538 4.0586 -0.0001 0.0037 -0.0015
Si 6.8076 9.5153 4.0341 0.0112 0.0032 0.0003
Si 9.5094 6.731 4.1649 0.0007 -0.0042 0.0061
Si -0.0064 0.0134 5.4574 0.0063 -0.02 0.001
Si 2.731 2.7104 5.4381 0.0154 0.001 -0.0022
Si 0.0198 5.389 5.464 0.0087 0.007 0.0024
Si 2.7649 8.1534 5.4555 -0.0161 0.0079 -0.0033
Si 5.4685 -0.0253 5.4403 -0.0029 0.012 0.0017
Si 8.1675 2.7223 5.4269 -0.0015 -0.0086 0.0033
Si 5.4524 5.4437 5.4322 0.0062 -0.0095 0.0111
Si 8.1517 8.1622 5.4454 0.0037 0.005 0.0172
Si 1.3649 1.3659 6.828 -0.0013 0.0043 -0.0036
Si 4.0752 4.0901 6.7953 -0.02 -0.0149 -0.0045
Si 1.3578 6.8097 6.7819 0.0045 0.0059 -0.0108
Si 4.1099 9.5162 6.8145 -0.0029 -0.0018 -0.0118
Si 6.7955 1.3742 6.7816 -0.0008 -0.0165 0.0032
Si 9.5388 4.0461 6.8149 0.0072 0.0078 0.0026
Si 6.7983 6.8062 6.8235 0.0037 0.0136 0.0022
Si 9.5203 9.5275 6.8041 0.0099 0.0111 -0.0029
Si 0.0014 2.7219 8.2049 -0.0004 -0.0112 0.0078
Si 2.7407 -0.0157 8.1709 0.0091 -0.0284 -0.0103
Si -0.004 8.1547 8.1662 0.009 0.005 -0.0035
Si 2.7128 5.4712 8.132 -0.0068 0.0061 -0.0011
Si 5.4308 2.7234 8.1672 -0.0044 0.0169 0.0032
Si 8.1473 0.0233 8.1248 0.0054 0.0062 0.0048
Si 5.4383 8.1696 8.1991 -0.0068 0.0109 -0.0046
Si 8.1875 5.4314 8.1604 0.0148 0.0001 0.0019
Si 1.357 4.1576 9.5116 0.0056 0.009 0.0007
Si 4.087 1.3485 9.5514 -0.0113 -0.0038 0.0124
Si 1.3753 9.5049 9.5241 -0.0124 -0.0029 0.0067
Si 4.0414 6.8067 9.5303 0.0035 0.0058 0.0007
Si 6.795 4.1032 9.5192 -0.01 0.0054 -0.0132
Si 9.4695 1.3641 9.5147 0.0245 -0.006 0.0132
Si 6.8111 9.5719 9.5053 -0.0104 -0.0102 -0.0126
Si 9.5307 6.7906 9.5505 0.0084 0.0039 -0.02
Si -0.0473 -0.0245 10.8022 0.0246 -0.0286 0.0361
Si 2.7125 2.7896 10.8221 0.0168 -0.0224 0.0654
Si 0.0222 5.471 10.9653 -0.0137 0.0098 0.0168
Si 2.7008 8.1363 10.945 0.0079 0.0034 -0.0054
Si 5.4819 -0.0013 10.9368 -0.0111 -0.0396 -0.0017
Si 8.1283 2.7466 10.9015 0.0243 -0.0009 0.0208
Si 5.4377 5.4872 10.8692 -0.0177 0.0215 0.0036
Si 8.132 8.1828 10.8396 0.0177 -0.004 -0.0276
Si 1.1873 1.5041 12.0493 -0.0553 -0.0301 -0.0494
Si 4.1579 4.0623 12.2149 0.0165 0.0457 -0.0605
Si 1.3766 6.8037 12.4174 -0.0124 0.0128 -0.0153
Si 4.1027 9.4933 12.2583 0.0491 0.0004 -0.0409
Si 6.8357 1.3774 12.3318 -0.0055 -0.0141 -0.0265
Si 9.4552 4.1378 12.2675 -0.0172 0.0143 -0.0158
Si 6.7013 6.95 12.2383 0.0084 -0.0066 -0.0135
Si 9.5547 9.4406 12.1884 -0.0316 -0.0104 -0.0124
Si -0.1772 2.7085 13.6194 -0.0627 0.0444 -0.0767
Si 2.6614 0.1659 13.1771 -0.0177 -0.0574 -0.1202
Si -0.0835 8.1628 13.7616 -0.0458 0.0496 0.0181
Si 2.8467 5.3587 13.6441 0.068 -0.0257 0.0097
Si 5.509 2.7843 13.7118 0.0083 -0.0012 0.0621
Si 8.2665 -0.0701 13.5473 0.0545 -0.0197 0.0078
Si 5.3951 8.2034 13.8334 -0.0222 0.0037 -0.0509
Si 8.0841 5.598 13.5157 -0.0101 -0.0088 0.0056
Si 1.523 3.7919 14.7743 -0.0652 0.0087 -0.0991
Si 3.7487 1.562 14.6792 -0.0044 -0.0189 -0.0278
Si 1.236 9.9344 14.5917 -0.0022 0.0116 -0.0771
Si 4.4006 6.3966 15.1316 0.0182 0.0313 -0.084
Si 6.7844 4.3769 15.0052 -0.0504 0.0029 -0.1044
Si 9.7615 0.9745 15.0507 0.0573 0.081 -0.1447
Si 7.0808 9.4481 15.0137 -0.0266 0.0071 -0.0857
Si 9.0972 7.0283 15.0942 0.0403 0.0695 -0.1178
Si 9.668 1.0298 21.1125 0.0215 -0.0052 -0.1432
Si 14.1202 -8.2901 30.2937 0.0045 -0.023 0.2272
Si 7.8839 -1.224 19.9357 0.0161 0.0248 -0.1792
Si -6.6097 -9.0356 21.2911 -0.0217 0.0212 -0.1988
Si -16.1108 -8.8413 18.6526 -0.0131 0.0003 -0.1573
Si 9.9871 -7.3081 19.8783 0.0307 0.0332 -0.2002
Si 11.4553 13.2248 31.9981 -0.0492 0.0289 0.2557
Si 2.9972 16.4322 19.1231 0.0112 -0.0265 -0.2078
Si -2.2223 20.6853 26.5865 0.0065 -0.0135 0.0603
Si 15.8409 20.4319 29.3092 -0.0041 0.0227 0.1959
Si 12.3083 12.2899 16.4503 0.0749 0.0478 -0.1294
Si 13.7269 19.2973 16.6986 0.0281 -0.0575 -0.1596
Si 12.205 8.0699 19.0705 0.0723 -0.0284 -0.239
Si 5.4988 10.4111 33.1573 0.0211 0.0058 0.2536
Si 16.2822 -1.5257 24.1158 -0.0293 0.0318 -0.0973
Si 20.526 1.1045 34.1987 -0.0069 0.0104 0.1752
Si 4.8948 25.0393 26.4014 -0.0322 -0.0006 0.0023
Si 16.0301 -22.7777 21.2908 0.0231 0.0352 -0.1877
Si 12.1595 18.4947 30.4422 -0.0062 0.0138 0.2005
Si 9.8322 5.9497 23.1839 0.0212 -0.0292 -0.1433
Si -4.7424 27.792 26.9862 -0.0125 0.0198 0.0551
Si 19.4718 14.3581 22.3435 0.0078 -0.0117 -0.1731
Si -3.241 18.3639 24.7999 0.0076 -0.0106 -0.0591
Si -7.7125 -4.1522 26.5661 -0.0443 -0.0231 0.0333
Si -12.4944 8.8197 30.998 0.0053 0.0388 0.214
Si 12.3883 15.2113 34.042 0.0052 0.0021 0.2032
Si -12.5583 -20.7131 30.168 -0.0072 0.0455 0.2016
Si 12.8981 14.7833 21.3982 0.0254 0.0012 -0.1998
Si 12.7687 5.892 23.7617 0.0184 -0.0373 -0.1142
Si -15.4199 11.6213 25.8732 -0.0002 -0.0102 -0.0014
Si -3.076 0.3004 17.3776 0.029 0.0468 -0.2477
Si 11.738 9.8235 21.3847 0.0026 0.0165 -0.1695
Si -5.2152 15.8119 17.6007 -0.004 -0.0121 -0.235
Si 0.046 0.4986 27.5107 -0.0308 0.0191 0.09
Si 2.1385 -27.5849 29.1111 0.0034 0.0058 0.1914
Si -7.0112 0.0454 17.2451 -0.083 0.0136 -0.2686
Si 6.0139 2.6958 23.7333 -0.0218 -0.0099 -0.1407
Si 2.0705 2.6767 27.6533 0.0021 -0.0463 0.1041
Si 6.0397 -20.5309 30.8117 -0.0003 0.0207 0.182
Si 8.5949 15.8184 17.3103 -0.0535 0.0074 -0.2493
Si 13.2178 9.2097 27.9568 -0.006 -0.0129 0.1206
Si 0.5933 4.0886 17.4989 0.044 0.0068 -0.2217
Si 3.7884 -15.3212 34.0892 -0.0103 -0.0159 0.2457
Si -22.7928 18.5306 20.7446 0.015 0.0702 -0.1722
Si 3.112 8.4798 22.6711 -0.0246 0.0351 -0.1262
Si 25.5417 -2.4981 31.8927 0.0391 -0.0045 0.2422
Si 7.4738 8.0411 28.7272 0.0099 0.0306 0.1608
Si 19.0089 9.4086 33.5373 -0.0083 0.0362 0.2309
O 2.1213 -7.7943 34.9129 -0.0476 0.0453 -0.1245
O 5.5529 -0.274 34.7533 0.0079 -0.0246 -0.2098
O 4.8012 -4.0423 26.5753 0.0094 -0.0092 -0.015
O 11.3022 -5.7959 34.9438 0.0368 -0.0275 -0.1196
O -4.9762 11.7806 32.3972 0.0078 0.0398 -0.1416
O -2.8417 8.781 35.0138 0.0027 0.043 -0.1594
O 15.9175 5.7782 34.8686 -0.0467 0.0374 -0.1544
O 6.8739 4.0528 35.653 0.0025 -0.0011 -0.0702
O 0.0062 23.1823 33.2189 0.0652 0.0193 -0.1356
O 11.638 14.6872 32.7031 -0.0187 -0.0415 -0.1523
O 5.5609 -0.0323 29.9814 -0.0316 -0.0625 -0.0965
O 17.1677 -1.185 20.1572 -0.0607 0.0071 0.0799
O 8.8207 2.4032 34.7664 0.0339 -0.0407 -0.1291
O -0.96 -4.5949 21.6001 -0.0028 -0.0538 0.1165
O 1.934 -2.6138 29.174 0.0349 0.0391 -0.1057
O 9.129 8.5889 32.5928 0.0291 -0.0351 -0.1296
O -6.0719 2.3273 30.6056 -0.026 0.0051 -0.0703
O 8.0888 -2.6376 15.502 0.0148 0.0127 0.0272
O 10.2828 11.2373 35.4396 -0.0387 0.0258 -0.11
O 2.3164 11.3303 17.3731 0.0012 0.007 0.0823
O -0.3441 -2.1108 21.6743 -0.0204 -0.0187 0.0512
O 8.4129 -2.7166 20.292 0.0039 -0.0278 0.0655
O 4.1862 -10.6197 20.9987 0.0123 -0.0317 0.0535
O 6.2835 -24.638 24.1692 0.0123 -0.0189 0.0346
O -14.5332 -4.6092 25.8137 0.0109 0.0049 0.0128
O 4.1745 -2.3008 21.435 -0.0219 -0.0192 0.0796
O 11.5441 2.4553 17.409 -0.0236 -0.0221 0.0743
O 6.8183 10.3925 16.344 0.0155 -0.0038 0.1382
O -8.9967 26.5123 18.2311 0.0309 0.021 0.12
O 13.745 -4.9554 27.9442 0.0194 0.0382 -0.0866
O -2.3151 -0.1267 20.8968 0.0266 0.0082 0.0778
O -6.9305 9.3288 17.4404 0.0178 -0.0122 0.0881
O 4.3892 0.5442 15.7945 -0.0043 -0.0147 0.1402
O 8.4008 -2.0911 25.3585 -0.007 0.0004 -0.0062
O -1.9397 1.0424 16.4841 -0.1009 -0.0247 0.1386
O 7.202 16.1691 18.1263 0.047 -0.0022 0.0742
N 11.3096 0.3016 15.5206 0.0296 -0.0028 0.1771
O -2.5689 -0.8412 18.4167 -0.0036 -0.0625 0.1226
O -8.1853 -5.5539 33.679 0.0079 -0.0014 -0.0923
O 19.6114 -6.8669 20.8076 -0.0345 -0.0095 0.1448
O 12.0658 10.3167 27.9187 0.0122 -0.0101 -0.036
O 0.5382 3.8385 20.6657 0.0145 0.001 0.0799
O 18.017 1.4509 18.3045 -0.0189 0.0183 0.0829
O 10.7785 7.4035 19.418 -0.0783 -0.0009 0.0901
O -9.4275 9.4409 19.9181 -0.0453 0.0465 0.1283
O -2.9324 3.9391 16.121 0.0708 -0.0178 0.1739
O 13.3931 6.9997 22.757 -0.022 -0.0129 0.0491
O 5.6708 -6.4213 27.1925 -0.0001 -0.0196 -0.0144
O 27.0925 13.369 20.179 -0.0382 -0.0162 0.1131
O 12.8341 26.2512 22.9301 -0.0149 0.0543 0.1034
O 9.3021 -11.3518 30.7268 -0.0016 -0.0018 -0.0744
O 2.5052 19.109 26.6732 -0.0008 -0.0077 -0.0419
O -0.8271 21.4802 26.4006 -0.0057 -0.0038 -0.0235
O 6.6594 20.212 32.8502 -0.0151 -0.01 -0.113
O -1.0257 11.8553 28.6626 0.0443 -0.026 -0.1288
O 2.5483 17.9602 19.3602 -0.0226 0.0271 0.096
O -2.2625 -4.039 23.7116 -0.0349 0.0244 0.0628
O 1.2895 -15.7625 30.1242 0.0126 -0.0154 -0.0734
O 11.581 4.6049 15.9644 -0.0157 0.0382 0.2121
O 7.0636 3.5567 22.8651 -0.0287 -0.0147 0.0699
O 14.8601 1.4278 35.7763 0.0119 0.0083 -0.0686
O 4.9197 12.9697 22.7399 0.0478 0.0215 0.1217
O 5.8282 21.011 22.7445 0.0221 -0.021 0.1144
O 13.3531 9.1338 15.3256 0.0459 -0.0367 0.147
O -15.6272 19.8003 28.4632 0.0173 -0.0198 -0.07
O -7.4044 17.8606 16.3708 -0.0367 0.044 0.1049
O 2.7925 12.7813 28.8912 -0.0341 -0.0081 -0.1091
N 13.3178 2.4359 15.4439 0.0169 -0.0288 0.1628
O 9.8403 23.7315 19.7855 -0.0186 -0.0371 0.094
O 5.4451 14.2 17.6788 0.002 -0.0297 0.0649
O 4.363 7.1639 32.7626 0.0059 0.0541 -0.1542
O -12.1928 -4.0751 35.8156 0.0043 0.0009 -0.0703
O -7.8821 -6.0234 20.5731 -0.0175 -0.0412 0.1252
O 5.5294 1.8038 26.7782 0.0113 -0.0022 -0.001
O 3.8657 8.8555 24.0413 0.0252 -0.0056 0.0731
O 8.5607 10.9736 33.5629 -0.0224 -0.0202 -0.092
N -5.2995 38.0116 15.898 -0.0062 -0.0184 0.1944
O -0.6428 13.0069 30.9115 -0.0427 -0.0198 -0.1012
O 8.0443 18.9765 30.2379 -0.0517 -0.0433 -0.1137
O -9.4581 19.2176 17.4847 -0.0446 -0.0006 0.143
O 14.6343 -11.8709 28.3106 -0.028 -0.0063 -0.0687
O 7.6248 23.3261 30.3719 0.0157 -0.0079 -0.0603
O 1.2834 -6.9294 28.2941 0.0035 -0.006 -0.0707
O -4.0557 1.5529 24.5502 0.0037 -0.011 0.0403
O 0.9179 1.7664 26.9657 0.0012 0.005 -0.0394
O -9.5194 9.4772 35.8282 -0.0213 0.0184 -0.0674
O 8.6428 8.7965 27.8729 0.0102 0.0173 -0.0785
O 2.1775 18.9646 31.7137 -0.0644 -0.0118 -0.1039
O 12.8626 -23.0506 22.4993 0.0416 -0.0351 0.0796
O -3.9181 6.55 28.2997 -0.0161 -0.0402 -0.0477
O 20.1399 6.2005 16.5069 -0.0396 -0.0538 0.1407
O 3.2886 3.1788 26.6816 0.041 0.0186 -0.0345
O 23.8514 2.0703 31.3728 0.0773 -0.016 -0.1127
N 20.8226 -6.5505 18.2953 -0.0195 -0.015 0.1324
O 9.1592 1.9561 22.3415 -0.0258 0.0283 0.0723
O 14.0303 4.2134 30.0684 -0.0292 0.043 -0.0997
O -0.235 -2.7823 30.5965 0.0412 -0.0201 -0.0752
O 4.4969 -5.3299 18.5034 -0.0388 0.0241 0.0862
O 4.4866 19.3756 30.452 0.0451 0.0191 -0.1596
O 2.7702 -8.4305 21.311 0.017 0.0005 0.0572
O 4.0732 -1.0944 32.6744 -0.0355 -0.0188 -0.1298
O 27.2507 -11.4165 25.3732 0.0145 -0.0005 0.0239
O 13.5148 -4.9098 25.215 0.0178 0.0037 0.0347
O 9.4991 -17.3975 23.3113 -0.0006 0.0245 0.0497
O 13.9815 -3.2916 35.0133 0.0536 -0.0609 -0.1521
O 0.2362 -10.4746 21.4502 -0.0152 0.002 0.0519
O 7.5669 -10.7913 26.7127 -0.0226 0.0173 -0.0068
O -16.593 14.4495 24.8274 0.0055 0.0058 0.041
O 0.3116 -4.6495 23.9879 -0.006 0.0043 0.0402
O 15.5553 11.7167 18.3651 0.0589 0.0279 0.1477

Results
free energy: -67329.565 eV
free energy less fixed offsets of N -289.75, O -463.61, Si -117.95 eV per atom: -43.105 eV
pressure: -0.48 GPa
stress xx, yy, zz, yz, xz, xy (GPa, positive in tension): 1.45, 0.04, -0.07, 0.44, -0.46, 0.26
